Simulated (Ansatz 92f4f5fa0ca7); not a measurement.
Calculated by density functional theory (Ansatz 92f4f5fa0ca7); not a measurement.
Periodic cell of 250 atoms, Si166O84, from a study of silicon, its oxide and their interface. The atomic structure is a simulated model.
Doubt: the cutoff is far below the 930 eV that the study's wrapper takes by default for these files, so forces and energies are approximate.
This geometry differs little from another in the collection (a relaxation step or a small displacement).

Settings
functional: PBE
potential files: Ansatz PAW
basis: plane waves
wave-function cutoff: 580 eV
density cutoff ratio: 5
exchange-correlation grid ratio: 1
k mesh: 1 x 1 x 1, Gamma-centred
self-consistency stop: 5e-08 eV per atom in the density residual
occupations: fixed
spin: none
net charge: 0

Cell vectors (angstrom)
a  10.938  0  0
b  0  10.938  0
c  0  0  37.3013

Atoms and the computed forces on them: element, x, y, z (angstrom), force x, y, z (eV/angstrom)
Si  0  0  0.683  0.0121  0.0084  0.0009
Si  5.469  0  0.683  0.0041  0.0163  0.0253
Si  2.7345  2.7345  0.683  0.0245  -0.0151  -0.0119
Si  8.2035  2.7345  0.683  0.0044  -0.0025  -0.0314
Si  0  5.469  0.683  0.0272  -0.0043  0.0197
Si  5.469  5.469  0.683  0.0279  -0.0081  -0.0085
Si  2.7345  8.2035  0.683  -0.0048  0.0201  -0.0258
Si  8.2035  8.2035  0.683  0.0448  0.004  -0.017
Si  1.3673  1.3673  2.0503  0.0154  0.0012  0.0428
Si  6.8362  1.3673  2.0503  0.0848  0.0275  -0.0828
Si  4.1018  4.1018  2.0503  -0.0472  -0.0283  0.0197
Si  9.5708  4.1018  2.0503  -0.1065  -0.063  -0.0811
Si  1.3673  6.8362  2.0503  0.1402  0.0044  -0.1201
Si  6.8362  6.8362  2.0503  0.053  -0.0743  0.0576
Si  4.1018  9.5708  2.0503  -0.0665  -0.1098  -0.1011
Si  9.5708  9.5708  2.0503  -0.1177  -0.0284  -0.0589
Si  2.7345  0  35.2498  0.1192  0.0282  0.0899
Si  8.2035  0  35.2498  0.0276  0.0507  -0.0854
Si  0  2.7345  35.2498  -0.0408  0.0514  -0.073
Si  5.469  2.7345  35.2498  -0.041  -0.0389  0.0918
Si  2.7345  5.469  35.2498  -0.0658  0.071  -0.1226
Si  8.2035  5.469  35.2498  0.0512  0.0164  0.1048
Si  0  8.2035  35.2498  0.0097  -0.0264  0.0887
Si  5.469  8.2035  35.2498  -0.0312  0.0933  -0.111
Si  4.1018  1.3673  36.617  0.0222  -0.0431  0.0183
Si  9.5708  1.3673  36.617  0.0046  -0.0125  0.0031
Si  1.3673  4.1018  36.617  -0.0626  0.0231  0.0027
Si  6.8362  4.1018  36.617  -0.0099  -0.0117  -0.0109
Si  4.1018  6.8362  36.617  -0.0493  0.0404  -0.0117
Si  9.5708  6.8362  36.617  0.0071  -0.0032  0.0123
Si  1.3673  9.5708  36.617  0.0036  -0.0283  -0.0141
Si  6.8362  9.5708  36.617  -0.0529  0.0068  -0.0009
Si  0.0412  0.1395  27.1715  0.0061  -0.0044  0.0068
Si  5.9925  -0.4244  27.4892  0.0162  -0.0068  0.0045
Si  2.0529  3.4021  27.1488  -0.0121  0.0229  0.0423
Si  8.5433  2.2621  27.0862  -0.0107  0.0111  0.0428
Si  0.4046  5.1373  27.3358  0.0246  -0.0306  0.0076
Si  4.7696  6.2263  27.0528  -0.0267  0.0204  0.0178
Si  3.0565  7.9438  27.2027  0.0349  -0.0436  0.031
Si  7.705  8.8927  27.1524  -0.0158  0.0065  0.0312
Si  1.4346  1.5021  28.4485  -0.0042  -0.007  0.0016
Si  6.9294  1.388  28.5547  -0.0018  -0.0101  -0.0023
Si  4.0173  4.2624  28.2096  -0.0116  0.0069  -0.0105
Si  9.5267  4.0654  28.353  0.013  0.0182  -0.0012
Si  1.3901  6.9004  28.4987  -0.0016  -0.0045  -0.0103
Si  6.7288  6.977  28.2327  0.0042  0.0096  -0.0037
Si  4.134  9.5577  28.5525  0.0161  -0.0004  0.0051
Si  9.5949  9.6028  28.4103  -0.0029  -0.0095  -0.0025
Si  2.7711  0.0809  29.7798  0  0.006  0.0057
Si  8.2961  0.02  29.903  -0.003  0.0016  0.005
Si  -0.0485  2.7423  29.8291  -0.0099  -0.0013  0.0105
Si  5.4199  2.8517  29.6354  0.0058  -0.0025  0.0134
Si  2.7443  5.4868  29.8298  0.0033  -0.0018  0.0119
Si  8.1151  5.5208  29.5941  -0.001  -0.0051  0.0124
Si  -0.0387  8.222  29.7869  -0.0066  0.0028  0.0073
Si  5.4736  8.174  29.8851  -0.0041  0.0027  0.0014
Si  4.1415  1.4436  31.111  0.0005  0.0066  0.0084
Si  9.6008  1.3926  31.2581  0.0059  0.0012  -0.007
Si  1.3469  4.1158  31.1563  0.0025  -0.0005  -0.0028
Si  6.8016  4.1678  31.0557  0.0003  -0.0041  0.0048
Si  4.1077  6.8152  31.2243  -0.0008  -0.0018  -0.0067
Si  9.5155  6.8147  31.0816  -0.0011  0.0017  0.005
Si  1.3577  9.6238  31.1195  -0.0016  -0.0023  0.0075
Si  6.8614  9.576  31.1871  0.0004  -0.0038  -0.0036
Si  0.0284  0.0077  32.5665  -0.002  -0.0037  0.0024
Si  5.4857  0.0437  32.5005  -0.0013  0.0011  0.0086
Si  2.7351  2.751  32.5049  0.0015  0.0003  0.012
Si  8.1673  2.7893  32.4896  -0.0011  0.0024  0.0067
Si  -0.0311  5.4843  32.4935  0.0006  0.0025  0.0089
Si  5.4804  5.4584  32.5456  0.0032  -0.0003  0.0025
Si  2.7217  8.2349  32.5036  -0.0039  0.0043  0.0084
Si  8.2139  8.1904  32.5188  0.0017  -0.0011  0.009
Si  1.3938  1.3821  33.8971  -0.0018  -0.0011  0.0027
Si  6.8444  1.3921  33.8788  0.0013  0.0041  0.0045
Si  4.1011  4.0946  33.89  0.0042  0.0011  0.0017
Si  9.5624  4.1125  33.8747  -0.0041  0.0007  0.0054
Si  1.3554  6.8489  33.8657  0.003  0.0004  0.0066
Si  6.8463  6.8375  33.892  -0.0011  -0.0038  0.0025
Si  4.1078  9.5945  33.8654  -0.0014  -0.0009  0.0082
Si  9.5766  9.5622  33.888  0.005  0.0011  0.0041
Si  2.7306  -0.0187  3.4133  0.0037  0.0012  -0.0038
Si  8.1938  -0.0046  3.4161  -0.001  -0.0008  -0.0026
Si  -0.013  2.733  3.411  0.0002  0.004  -0.0044
Si  5.4742  2.7292  3.4131  0.0016  -0.0052  -0.0036
Si  2.7418  5.4763  3.42  -0.0033  0.0006  -0.0019
Si  8.1932  5.4414  3.4304  -0.0011  -0.0011  -0.0022
Si  -0.0122  8.1829  3.3929  -0.001  -0.0029  0.0007
Si  5.4577  8.1914  3.4081  -0.0014  0.0032  -0.002
Si  4.1328  1.3309  4.7596  -0.0001  0.0004  0.0035
Si  9.5782  1.3456  4.7798  -0.0009  -0.0059  -0.0107
Si  1.3346  4.1292  4.759  0.0029  0.001  0.0002
Si  6.8305  4.0667  4.822  -0.0065  0.0088  -0.0105
Si  4.1445  6.8038  4.8035  -0.0013  -0.0137  -0.0093
Si  9.5903  6.8036  4.7661  0.0012  0.0009  0.0051
Si  1.348  9.5348  4.7511  -0.0012  0.0008  -0.0022
Si  6.8054  9.5655  4.7632  0.0062  0.006  0.0048
Si  0.0126  -0.0273  6.1268  -0.0146  0.0028  0.007
Si  5.4614  -0.0342  6.1956  0.0015  -0.0023  -0.009
Si  2.7401  2.7394  6.0151  -0.0019  -0.0018  0.0096
Si  8.195  2.664  6.1691  0.0026  0.003  -0.0051
Si  -0.0109  5.4605  6.2083  -0.0006  -0.0065  -0.008
Si  5.5092  5.453  6.2311  0.0018  -0.002  0.0007
Si  2.7129  8.158  6.0945  -0.0011  -0.0002  -0.006
Si  8.2108  8.1962  6.0543  0.0031  0.007  0.01
Si  1.4213  1.3873  7.3827  0.0049  0.0072  0.0007
Si  6.876  1.2792  7.5989  -0.0024  0.0002  -0.0107
Si  4.0361  4.0293  7.4713  0.0109  -0.0082  -0.0236
Si  9.5307  4.0483  7.5345  0.0091  0.0053  0.006
Si  1.4225  6.8241  7.5594  -0.0114  -0.0069  -0.0008
Si  6.9648  6.8743  7.5286  -0.0003  0.0032  0.009
Si  3.9995  9.5273  7.4847  0.0133  -0.0077  0.0002
Si  9.5274  9.5344  7.4447  0.0017  -0.0073  0.002
Si  2.7082  0.0697  8.8395  -0.0019  0.0085  0.0133
Si  8.2989  -0.0738  8.9946  0.0186  0.0109  -0.0059
Si  0.0253  2.6506  8.7765  -0.0106  -0.0134  0.0045
Si  5.4115  2.6526  8.8231  -0.0082  -0.0155  0.0208
Si  2.7027  5.342  8.9442  0.0213  0.0282  -0.014
Si  8.2061  5.391  8.9686  -0.0078  -0.0025  0.0179
Si  0.0775  8.3246  8.7994  -0.0359  -0.0256  0.0514
Si  5.3643  8.0949  8.751  -0.0033  0.0022  -0.0045
Si  4.2536  1.1485  10.2427  -0.0146  0.0337  -0.004
Si  10.0794  0.9496  10.1182  0.013  -0.0214  -0.0581
Si  1.216  4.011  10.2533  -0.0227  0.0018  0.0156
Si  6.3219  4.4704  9.9725  -0.0083  0.017  -0.0082
Si  4.6032  6.2345  9.9632  0.0019  0.0079  0.01
Si  9.7549  6.0566  10.6775  -0.0107  0.0373  -0.0309
Si  0.8462  10.1926  9.9873  -0.0166  -0.0193  0.0134
Si  6.0471  9.4563  10.5302  -0.0151  0.0405  -0.0041
O  9.2272  6.4206  12.1913  0.0152  0.0172  0.0037
O  1.9394  3.1095  11.455  0.0009  -0.0037  0.0154
O  5.1959  10.8391  10.8321  0.01  -0.0354  0.0109
O  7.5878  9.9336  10.1987  0.0069  -0.0245  0.0203
O  9.7521  1.393  11.7025  -0.011  0.0128  0.0545
O  6.7257  4.0815  11.5551  0.0093  -0.0244  0.0176
O  10.3249  7.4263  10.0048  0.0164  0.0225  -0.0388
O  0.041  4.9759  10.9098  0.0316  -0.0234  0.0132
O  1.7896  3.2868  25.4737  0.0043  -0.0077  -0.0187
O  7.9707  8.9493  25.4957  -0.0022  0.0016  -0.0328
O  11.7703  -0.4339  25.8182  0.0141  -0.0023  -0.007
O  2.5401  8.4607  25.6787  -0.0269  0.0374  -0.0253
O  0.1865  5.3777  25.6817  -0.0155  0.0119  -0.0228
O  4.8421  6.1612  25.3862  0.0012  -0.0167  -0.0277
O  7.9539  2.3189  25.5293  0.0055  -0.0035  -0.0377
O  9.7847  1.2087  26.7907  0.0144  -0.0117  -0.0037
Si  0.8575  8.552  18.5598  0.0075  -0.0117  -0.0022
Si  2.2603  10.0023  25.1737  0.0005  -0.0077  0.0118
Si  7.8204  -0.5234  21.4045  -0.0056  -0.0129  0.0305
Si  6.0697  2.5771  15.2781  -0.0195  0.0275  -0.0135
Si  0.4397  3.218  15.1202  0.0049  0.0005  -0.0017
Si  4.8961  7.1716  12.1119  -0.0096  -0.0281  0.0362
Si  -2.9013  0.3575  15.2624  0.0043  -0.018  -0.01
Si  12.5974  5.6519  22.4172  -0.0084  -0.0187  0.017
Si  11.7101  9.6467  12.2343  0.0115  0.0195  0.0016
Si  9.2299  17.9487  17.6704  -0.0172  -0.0067  -0.0261
Si  7.1776  3.3938  22.196  -0.0003  -0.0219  0.0116
Si  13.8603  -0.4561  17.2276  -0.0029  0.0045  -0.0139
Si  4.4094  -2.8413  16.1335  -0.0047  -0.0106  -0.0309
Si  -1.9063  2.0879  24.2959  0.0045  0.0073  0.0128
Si  8.1072  7.6965  20.3908  -0.0014  -0.01  -0.0115
Si  9.5683  7.587  13.2962  -0.0237  -0.0255  -0.0065
Si  4.6011  2.4587  23.7052  -0.0136  -0.0024  0.0213
Si  -0.0132  8.2286  21.5293  0.0111  0.0026  0.0031
Si  6.4212  1.7508  20.0591  -0.0031  -0.0003  0.0058
Si  5.0983  10.8881  25.4201  -0.0274  -0.0117  -0.0211
Si  -3.0376  2.2067  17.529  0.0046  0.006  -0.0008
Si  3.0278  7.7562  13.3859  0.0021  -0.0074  0.0053
Si  10.2  0.9862  13.228  0.0022  -0.0033  -0.0335
Si  11.4808  4.0892  24.714  -0.0055  -0.0012  0.0307
Si  0.9103  6.1122  14.7002  0.0008  0.0132  -0.0138
Si  7.0323  -2.0239  24.149  0.0061  0.009  0.0286
Si  13.4828  6.2354  17.4924  -0.0037  -0.0009  -0.0062
Si  3.3562  2.4478  12.0129  0.0265  -0.0011  -0.0024
Si  6.6572  6.2886  22.5631  -0.0162  0.0106  0.019
Si  10.2394  14.9841  17.9218  0.0107  0.0144  -0.0173
Si  4.245  5.4323  24.0593  0  0.0025  0.0307
Si  7.49  8.2846  15.41  -0.0049  -0.0257  -0.0347
Si  10.3493  10.9994  22.6107  0.0077  0.002  0.0208
Si  3.3501  1.3773  19.7969  -0.0132  -0.0018  -0.007
Si  3.1221  12.6134  14.9663  -0.0084  -0.0107  -0.0413
Si  5.7327  4.3869  12.8181  -0.0048  0.029  -0.0427
Si  2.3457  11.5251  22.5109  0.0125  -0.0121  0.0248
Si  1.8705  15.1112  19.6044  0.0033  0.0028  -0.0034
O  1.9926  2.7968  15.2118  -0.0112  0.0033  0.0046
O  6.8348  7.0038  21.1243  0.0074  0.0027  -0.0026
O  7.7908  -1.6521  20.2257  0.003  -0.0025  0.0008
O  7.0067  7.3345  23.756  0.0008  -0.0096  -0.005
O  -0.1875  9.4053  22.6573  0.0007  -0.0114  -0.0092
O  8.1334  8.0405  13.9276  -0.0002  0.007  0.0284
O  12.4762  6.1345  16.2058  0.0038  0.0003  0.0172
O  1.512  9.7765  17.695  -0.0033  -0.0024  0.0102
O  10.8985  14.1959  16.6667  -0.0066  0.0129  0.0092
O  -1.3005  11.5251  23.9966  0.0051  -0.0085  -0.0003
O  -4.2341  1.1615  14.7586  0.0052  -0.009  0.0036
O  2.3149  2.6281  19.8143  0.0033  -0.0021  0.005
O  -5.8113  5.806  22.747  0.0167  0.0022  -0.0078
O  0.9623  7.0844  22.124  -0.0089  0.0064  -0.0029
O  1.9044  7.3038  18.546  -0.0093  0.0095  0.0056
O  8.693  1.1926  16.5129  -0.0049  0.0034  0.0038
O  11.6959  22.8382  22.352  -0.0063  0.0015  -0.0055
O  8.2532  6.9686  18.9648  0.0096  0.0065  -0.0001
O  15.771  12.951  19.9364  0.0074  0.0002  0.007
O  5.6687  2.9124  22.579  0.0213  0.0089  0.0022
O  7.0841  1.3331  18.6338  -0.0004  -0.0002  0.0018
O  11.6503  4.5479  23.1613  0.0137  0.035  -0.0279
O  11.5537  0.0739  13.1419  -0.0118  0.0116  0.0133
O  7.559  4.928  22.6029  0.0012  0.001  0.0005
O  5.6239  6.0039  13.0447  -0.0098  -0.0053  0.0009
O  8.9096  3.203  18.3103  -0.0009  0  0.0016
O  4.1477  9.393  17.1019  0.0005  0.0064  0.0007
O  21.2779  8.7962  12.523  0.0041  -0.0027  -0.0071
O  7.645  -1.0993  15.8379  0.0014  0.0165  0.0017
O  5.9062  7.9367  15.5374  -0.0053  0.009  0.0114
O  9.8786  -5.3885  17.4402  -0.0004  -0.0096  0.0163
O  2.7517  11.2456  15.7835  0.0106  0.001  0.0131
O  14.1561  1.4657  13.3325  -0.0055  0.01  0.0417
O  2.6868  4.8406  18.3343  -0.0025  -0.0046  0.011
O  2.3821  -0.7122  23.5408  0.0067  0.0198  -0.0256
O  9.4815  18.444  21.2585  -0.0045  0.0035  0.003
O  6.8183  3.0642  16.6417  0.0051  -0.0025  0.014
O  10.2408  3.0762  24.6631  -0.0092  -0.0046  0.0067
O  10.3859  8.1501  17.8434  -0.0025  0.0014  0.0096
O  7.6382  9.7349  22.881  0.0062  0.0099  -0.0245
O  2.9687  11.2613  21.0121  0.0017  0.0059  -0.0042
O  0.5765  8.8956  20.1412  -0.0045  -0.0054  0.0053
O  -0.3509  -3.8035  14.5078  0.014  -0.0034  0.0092
O  10.4878  2.2607  14.173  0.0114  0.0052  0.0181
O  0.3101  4.6509  14.3886  0.0022  -0.0112  0.0149
O  8.2901  2.4777  22.9164  -0.0185  0.0155  -0.0137
O  4.0091  6.7336  16.9588  -0.003  -0.0043  0.0061
O  9.2816  0.2204  21.3753  -0.0051  0.0034  -0.0054
O  3.4051  8.321  14.8713  0.0072  0.003  0.0063
O  11.2149  4.1513  19.2256  -0.0048  -0.0035  -0.0061
O  8.2912  7.3151  16.4082  0.0214  0.0013  0.0327
O  2.1433  5.0084  20.9901  -0.004  0.0013  0
O  4.2552  3.8513  24.47  0.0025  -0.0015  -0.0066
O  7.1914  14.0399  20.5904  0.0045  0.002  -0.0071
O  6.6166  0.5156  21.1133  0.0043  0.0127  -0.0046
O  -1.9242  0.1648  13.9827  -0.0101  0.0001  0.0241
O  -6.4437  2.326  15.5503  0.01  -0.0039  0.004
O  2.1612  8.9167  12.6457  -0.0056  -0.0062  -0.0012
O  5.8999  8.4903  11.8739  0.0181  0.0215  -0.014
O  4.2613  3.7566  12.4536  -0.0031  -0.0073  -0.0019
O  3.4806  10.9141  25.7673  -0.0063  -0.0045  0.0088
O  5.3525  12.3029  24.6452  0.0025  0.0219  -0.0045
O  2.0748  6.4316  13.5939  -0.0061  0.0028  0.0077
O  3.3098  11.5517  18.3731  0.0021  0.001  0.0103
O  5.5596  -1.3446  24.4738  0.0089  -0.0049  0.0043
O  14.151  1.8393  23.1089  0.0037  -0.0081  -0.0037
O  6.3255  14.6757  14.1709  0.0006  -0.0194  0.0192
O  2.7832  5.9373  23.5713  0.0013  -0.001  -0.0108

Results
free energy: -153300.503 eV
free energy less fixed offsets of O -568.88, Si -635.61 eV per atom: -3.323 eV

The program warned: the cutoff lies below the one the program advises for these potential files; the exchange-correlation potential is rough where the density is thin.
